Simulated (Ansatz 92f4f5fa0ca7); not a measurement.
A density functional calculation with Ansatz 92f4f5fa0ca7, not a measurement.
Periodic cell of 259 atoms, Si144O115, from a study of silicon, its oxide and their interface. The atomic structure is a simulated model.
This geometry differs little from another in the collection (a relaxation step or a small displacement).

Settings
functional: r2SCAN
potential files: Ansatz PAW
basis: plane waves
wave-function cutoff: 800 eV
density cutoff ratio: 5
exchange-correlation grid ratio: 1
k mesh: 1 x 1 x 1, shifted by 0.5 0.5 0 of a step
self-consistency stop: 1e-10 eV per atom in the density residual
occupations: fixed
spin: none
net charge: 0

Cell vectors (angstrom)
a, 10.88, 0, 0
b, 0, 10.88, 0
c, -1.4169, -0.3912, 36.8586

Atoms: element, x, y, z (angstrom)
Si, 7.7709, 14.0618, -9.9752
Si, 6.8847, 16.0174, -4.7794
Si, -1.9905, 7.3596, -4.7412
Si, -0.8399, 11.1829, 18.4357
Si, -2.5286, 10.8003, -1.9903
Si, 4.2041, 9.9002, -5.1762
Si, 7.0241, 14.9032, -2.0487
Si, -0.8056, 15.2204, -8.0799
Si, 3.0459, 11.1649, 0.0135
Si, 5.2911, 13.3495, 0.0833
Si, 2.6416, 5.3145, 0.0999
Si, 5.9169, 8.5445, 0.1976
Si, -3.2538, 10.266, 0.1472
Si, 10.9939, 14.3856, -0.3855
Si, 8.2363, 16.6423, 0.2385
Si, -0.3114, 7.8184, 0.1282
Si, 1.3948, 12.1801, 1.299
Si, 4.0985, 14.9171, 1.3974
Si, 1.3768, 6.7993, 1.4045
Si, 4.1424, 9.5511, 1.3364
Si, 6.8132, 12.1248, 1.3672
Si, 9.5313, 15.0589, 1.3424
Si, 6.7815, 17.7848, 1.5926
Si, -1.43, 9.4524, 1.3986
Si, -0.01, 10.8662, 2.6629
Si, 2.6723, 13.6, 2.7327
Si, 0.0141, 5.4541, 2.7871
Si, 2.7498, 8.1896, 2.6871
Si, 5.4274, 10.8868, 2.803
Si, 8.2254, 13.551, 2.6251
Si, 5.4069, 16.3081, 2.7631
Si, 8.1911, 8.1819, 2.9222
Si, 1.3673, 9.5269, 4.0349
Si, 4.0435, 12.2485, 4.0926
Si, 1.3551, 4.0801, 4.1305
Si, 4.0606, 6.8122, 4.1032
Si, 6.7877, 9.5523, 4.1926
Si, -1.3384, 12.2314, 4.0637
Si, 6.8381, 14.9182, 4.0095
Si, -1.3272, 17.6633, 4.1707
Si, 2.7057, 10.8737, 5.4219
Si, 5.4556, 13.602, 5.3976
Si, 2.7112, 5.4575, 5.4793
Si, 5.4263, 8.1495, 5.4941
Si, -2.7013, 10.9166, 5.4894
Si, -0.004, 13.5847, 5.4666
Si, -2.7307, 16.2771, 5.4243
Si, 0.0422, 8.1754, 5.4394
Si, 1.372, 12.212, 6.8015
Si, 4.1153, 14.953, 6.7768
Si, 1.3549, 6.8322, 6.8327
Si, 4.0488, 9.5386, 6.8095
Si, 6.7893, 12.2805, 6.8131
Si, -1.3783, 14.9654, 6.804
Si, 6.8072, 6.752, 6.7997
Si, -1.3228, 9.508, 6.7944
Si, 0.0405, 10.8376, 8.1639
Si, 2.7517, 13.5847, 8.1243
Si, -0.0391, 5.4757, 8.1579
Si, 2.6979, 8.2003, 8.1886
Si, 5.4229, 10.9021, 8.1481
Si, 8.1393, 13.6437, 8.1738
Si, 5.4465, 16.2903, 8.1731
Si, 8.2067, 8.1064, 8.1199
Si, 1.3535, 9.5109, 9.6264
Si, 4.0765, 12.2509, 9.5595
Si, 1.3644, 14.9725, 9.4043
Si, 4.0632, 6.8021, 9.4554
Si, 6.8192, 9.4781, 9.3814
Si, -1.3433, 12.2332, 9.4042
Si, 6.8051, 14.9845, 9.5983
Si, -1.3638, 6.8052, 9.6094
Si, 2.726, 10.9008, 10.9638
Si, 5.4311, 13.6152, 10.9392
Si, 2.6507, 16.3589, 10.7722
Si, 5.4839, 8.1319, 10.742
Si, -2.7014, 10.8476, 10.6791
Si, 0.0229, 13.5918, 10.715
Si, 8.1441, 16.3469, 11.0126
Si, -0.0172, 8.1566, 11.032
Si, 1.328, 12.3475, 12.2342
Si, 3.214, 7.7189, 13.3778
Si, 1.344, 6.7093, 12.3559
Si, 4.178, 9.4598, 12.1459
Si, -4.0135, 12.135, 12.101
Si, 7.4776, 12.1774, 17.0597
Si, 6.7543, 6.9059, 12.3253
Si, -1.4301, 9.6334, 12.235
Si, 4.0265, 15.0852, 12.161
Si, -2.2937, 13.0526, 13.3717
Si, 5.5651, 9.3856, -10.4117
Si, 4.4016, 15.3118, 18.1149
Si, 3.491, 10.7474, 21.3617
Si, -1.3154, 14.8443, 12.1693
Si, 7.0792, 7.6468, 18.023
Si, -0.4541, 11.4195, 13.4635
Si, 6.8625, 14.0064, 19.4408
Si, 7.3455, 13.6569, 15.2938
Si, 0.4181, 4.7989, 13.52
Si, -1.8752, 13.8013, -2.6123
Si, 0.3989, 9.8657, 16.0146
Si, 4.1925, 5.7867, 23.2124
Si, 4.2437, 13.4034, 15.7755
Si, 5.3125, 10.6385, 15.6085
Si, -2.4314, 8.7328, -11.554
Si, 1.8335, 10.6685, -9.96
Si, 4.8755, 16.8756, 13.4506
Si, 0.2017, 6.7813, 20.5418
Si, 4.1518, 7.2315, -1.9028
Si, 7.2334, 9.9094, -4.5534
Si, 3.955, 6.863, -9.5692
Si, 2.0374, 8.0057, -11.7024
Si, -2.1824, 8.1698, 15.5648
Si, 3.0931, 11.6826, -7.5659
Si, -1.9034, 16.1896, 18.8932
Si, 2.9587, 8.6399, 23.7299
Si, 3.2038, 8.4026, 15.6061
Si, 6.1264, 12.2855, 21.9939
Si, -2.2756, 6.066, -12.9928
Si, -1.8535, 13.9056, -12.5346
Si, -0.3169, 7.2262, -7.3901
Si, -1.1415, 9.4454, 20.6762
Si, -3.2064, 8.7505, 13.5081
Si, 3.2246, 6.0235, 20.3346
Si, 2.725, 13.481, -10.9774
Si, 2.3088, 14.1456, 13.4277
Si, 0.5626, 11.8319, 20.9481
Si, 2.5325, 9.7105, -2.6166
Si, -0.9274, 5.9784, 23.2118
Si, -1.5706, 16.0313, 15.8663
Si, -0.7991, 9.833, -9.0892
Si, 5.1885, 15.3603, -11.0314
Si, -0.3917, 13.7019, 23.3058
Si, -0.1788, 8.7901, -2.7536
Si, 5.9498, 10.405, 13.3867
Si, 4.4274, 6.8203, -5.0134
Si, 5.1665, 8.5524, 20.209
Si, -2.6195, 11.3147, -6.9269
Si, 4.7106, 6.1266, 16.5786
Si, 1.3804, 14.2089, -8.2573
Si, 2.4191, 6.0297, -6.9778
Si, -2.0836, 14.0919, -5.7287
Si, 5.8694, 11.931, -8.5405
Si, 7.1879, 9.3796, 22.2992
O, -2.0062, 12.7794, -6.6684
O, -1.4917, 6.7769, -0.3254
O, 4.1654, 12.2789, -0.4174
O, 3.621, 10.189, -3.698
O, 1.4781, 15.2557, -0.5715
O, -1.9957, 12.3154, -1.9913
O, -0.584, 14.4383, -1.8521
O, 7.2947, 14.736, -5.7007
O, 2.8675, 6.9996, -10.7568
O, 0.5166, 12.8807, 0.0786
O, -1.2333, 16.0076, 17.435
O, 2.9695, 13.8873, 14.918
O, -1.3589, 9.2759, -10.4932
O, 5.4961, 7.8713, -1.255
O, 4.5562, 9.2521, 15.9616
O, -2.277, 9.5158, -12.9674
O, -1.3128, 9.8876, -2.5186
O, -0.2104, 15.6714, 15.0612
O, 0.3041, 8.2574, -1.3095
O, 0.1463, 11.0794, 14.9688
O, 5.6948, 13.8138, 15.1076
O, 4.051, 13.9605, 17.2862
O, -2.5074, 10.5235, -5.5284
O, 4.3343, 7.1744, 20.0483
O, 5.7317, 15.0655, 19.0111
O, -1.8391, 11.8961, 17.3903
O, 7.3916, 16.136, -1.0602
O, 4.5721, 11.8599, 21.8433
O, 4.9326, 8.1469, -9.5968
O, 7.9264, 6.5502, 18.8745
O, 5.0149, 5.631, 15.0563
O, -2.6169, 14.8194, 19.392
O, 7.6375, 8.35, -4.439
O, -2.2879, 8.9032, 21.6608
O, -0.653, 8.7105, 15.6164
O, -1.4645, 7.4701, -6.2686
O, 4.4241, 12.483, -8.0645
O, 8.0692, 8.4735, 17.0399
O, -2.0762, 6.5777, 15.3408
O, 1.8906, 9.2701, 15.943
O, 1.9003, 14.2263, -9.8017
O, -1.8379, 13.0598, 23.7101
O, -0.3032, 8.2244, 20.0449
O, 8.0069, 15.0948, 15.6696
O, 5.7816, 10.171, -5.1631
O, 2.8648, 8.4925, -13.0054
O, 7.0297, 8.9969, -10.8859
O, 6.2809, 15.468, -3.3799
O, 5.0395, 16.0976, -12.4741
O, -2.5883, 5.8871, -4.4607
O, 5.9687, 13.9445, -1.2749
O, 6.2696, 8.6262, 19.0245
O, 0.7672, 7.1584, -12.2465
O, -1.7466, 10.2323, 19.3922
O, 6.7562, 15.0437, -10.7786
O, -1.0837, 15.1237, -6.4667
O, -1.8582, 15.513, -12.397
O, -1.8924, 10.5713, -8.1572
O, 0.1569, 13.0564, 21.9238
O, -0.1669, 10.4727, 21.4708
O, -0.0208, 6.701, 22.1202
O, -0.1881, 8.5726, -8.2763
O, 3.9242, 7.3545, 23.5306
O, 6.6954, 11.4305, -7.2631
O, 6.3775, 12.9991, 23.4162
O, 5.9603, 8.5612, 21.6285
O, 4.1018, 8.3197, -5.5515
O, 4.7099, 9.7531, -11.7275
O, 4.4578, 6.7955, -3.4102
O, 3.1083, 9.7166, 22.5506
O, 2.1629, 11.5512, 20.9036
O, 0.214, 10.3634, 17.5341
O, 5.8355, 6.1437, -5.4925
O, 2.5275, 11.8826, -10.7764
O, 2.7203, 10.4924, -8.6148
O, 3.0035, 8.347, -1.9033
O, 6.0396, 6.904, 17.0547
O, 2.1172, 13.8084, -12.4192
O, 1.0943, 6.9044, -6.6728
O, 1.7655, 6.6772, 20.2258
O, 1.7111, 9.3239, -10.8356
O, 1.8855, 12.7944, -7.5499
O, 6.8181, 12.7615, 18.4171
O, -1.6047, 13.7591, -4.2185
O, -0.5279, 15.3, 23.2105
O, -2.1392, 14.7947, -8.9143
O, -2.3288, 7.1382, -11.7895
O, 3.2793, 15.7392, 19.2096
O, 7.0369, 10.9499, 21.935
O, -0.6353, 5.9508, -8.3534
O, -2.5042, 6.112, 22.8531
O, 5.6093, 10.6958, -9.5156
O, 5.7907, 5.5867, 23.0721
O, 4.2668, 14.0139, -10.9835
O, 6.5889, 13.3715, 20.8928
O, 2.3523, 10.7638, -1.4105
O, 6.5939, 10.8762, 16.6037
O, -2.1262, 13.3257, -11.0454
O, 3.5894, 5.9775, -1.0567
O, 6.791, 13.0308, -9.2436
O, -0.6674, 5.6046, 19.8742
O, 4.7467, 5.488, -9.8497
O, 4.167, 9.8417, 20.1799
O, 0.3153, 10.9553, -9.4612
O, 7.1864, 10.6293, -3.1075
O, 3.2485, 5.9015, -5.6037
O, 3.274, 6.7886, -8.1204
O, 2.113, 15.404, -7.446
O, 4.2016, 11.7952, 15.8563
O, 0.0089, 12.1468, 19.4411
O, -0.7637, 7.6439, -3.7259
O, 1.1376, 9.4688, -3.4029
O, 3.424, 10.9014, -6.1841
O, 3.378, 7.0864, 16.5626
O, 3.4825, 16.2816, 21.81

Results
free energy: -157703.787 eV
free energy less fixed offsets of O -570.45, Si -639.56 eV per atom: -5.397 eV

Forces (eV/angstrom), in the order of the atoms: element, x, y, z
Si, -0.0009, -0.0015, -0.0052
Si, -0.0009, -0.0011, 0.0058
Si, 0.0015, -0.0001, 0.0023
Si, 0.0007, 0.0001, -0.0024
Si, 0.0001, -0.0003, 0.0021
Si, -0.0008, 0.0015, 0.0028
Si, -0.0024, 0.0003, 0.0007
Si, -0.0034, 0.0011, 0.0017
Si, -0.0001, -0.0002, -0.001
Si, -0.0007, 0.0002, -0.0028
Si, -0.0015, -0.0013, -0.0001
Si, -0.0005, 0.0005, -0.0004
Si, -0.0005, -0.0002, -0.0007
Si, 0.0005, 0.0016, 0.0015
Si, 0.0007, -0.0002, 0.0002
Si, 0.0008, 0, -0.0016
Si, -0.0012, 0.0023, -0.0016
Si, 0.0006, -0.0013, -0.0011
Si, -0.0004, 0.0008, -0.0007
Si, 0.0008, -0.0005, -0.0003
Si, 0.0011, 0.0017, 0.0005
Si, -0.0001, 0.0004, -0.0002
Si, 0.0006, 0.0012, -0.0015
Si, 0.0001, -0.0004, -0.0004
Si, 0.0002, 0.0004, -0.0015
Si, 0.0001, 0.0012, -0.0008
Si, 0.0001, -0.0003, -0.0002
Si, -0.0003, 0.0002, 0.0002
Si, 0.0001, -0.0006, 0.0005
Si, 0.0007, -0.0005, -0.0008
Si, 0.0002, 0.0003, -0.0011
Si, -0.0001, -0.0012, -0.0009
Si, 0.0005, 0.0001, 0.0011
Si, 0.0005, -0.0006, -0.0003
Si, 0.0001, 0.0003, 0.001
Si, -0.0006, -0.0001, -0.0003
Si, 0.0001, 0.0007, -0.0003
Si, 0.0009, 0, 0.0002
Si, 0.0002, 0.0004, -0.0004
Si, 0.0001, -0.0005, 0.0001
Si, -0.0007, 0.0003, -0.0003
Si, -0.0003, 0.0006, 0
Si, -0.0001, 0.0002, 0.0003
Si, -0.0003, -0.0005, 0.0001
Si, -0.0001, 0.0005, 0.0001
Si, 0.0001, -0.0001, 0.0003
Si, 0.0006, -0.0005, -0.0004
Si, 0.0009, -0.0002, -0.0007
Si, 0.0004, -0.0007, 0.0001
Si, 0.0001, -0.0003, -0.0001
Si, -0.0005, 0.0007, 0.0002
Si, -0.001, 0.0002, -0.0003
Si, 0, 0.0012, 0.0001
Si, -0.0003, 0.001, 0.0002
Si, -0.0001, -0.0006, -0.0002
Si, 0.0008, 0.0004, -0.0002
Si, 0, -0.0008, -0.0002
Si, 0.0003, -0.0005, -0.0005
Si, -0.0005, -0.0002, -0.0004
Si, 0, 0.0008, 0
Si, -0.0003, 0.0002, 0.001
Si, -0.0002, -0.0006, -0.0001
Si, 0.0005, 0.0002, 0.0003
Si, 0.0005, -0.0011, -0.0002
Si, -0.0003, 0.0004, 0.0009
Si, 0.0003, 0.0002, 0.0004
Si, -0.0006, 0.0003, -0.0001
Si, -0.001, 0.0005, 0.0003
Si, -0.0006, 0.0006, -0.0007
Si, 0, 0.0011, -0.0004
Si, 0.0003, 0, 0.0001
Si, 0.0001, 0.0003, 0.0003
Si, 0, 0.0006, 0.0009
Si, -0.0002, -0.0011, 0.0007
Si, -0.0011, 0.0003, 0.0004
Si, 0.0012, 0.0008, 0.0014
Si, -0.0003, 0.0009, 0.0003
Si, 0.0001, -0.0002, 0.0007
Si, 0.0009, 0.0002, 0.0002
Si, -0.0007, 0, 0.0002
Si, 0.0009, -0.0021, -0.0003
Si, -0.0008, -0.0006, -0.0003
Si, 0, -0.0004, -0.0003
Si, 0.0003, 0.0004, -0.0011
Si, -0.0009, -0.0005, -0.0021
Si, -0.0008, 0.0004, 0.0038
Si, -0.0005, -0.0001, -0.0009
Si, 0.0004, -0.0008, -0.0014
Si, 0.0003, 0.0006, 0.0004
Si, 0.0025, -0.0009, 0.0017
Si, 0.0015, -0.0013, -0.0049
Si, -0.0009, -0.0003, 0.0006
Si, -0.0007, -0.0011, -0.0001
Si, -0.0008, 0.0004, -0.0011
Si, -0.0022, -0.0004, -0.0012
Si, -0.0006, 0.0002, 0.002
Si, -0.0013, -0.0008, -0.0015
Si, -0.008, 0.0006, -0.0019
Si, 0.0019, 0.0018, 0.0008
Si, 0.0009, 0.0008, 0.0001
Si, 0.0007, -0.0008, -0.0022
Si, -0.0002, 0.0021, -0.0037
Si, -0.0024, 0.0002, 0.0009
Si, 0.0001, 0.0004, 0.0042
Si, -0.0019, 0.0004, -0.003
Si, 0.0012, -0.0012, -0.0018
Si, 0.0003, -0.0015, 0.0001
Si, 0.0003, 0.0014, -0.0032
Si, 0.0001, -0.0007, 0.0024
Si, 0.0003, 0.0018, 0.0027
Si, 0.0006, 0.0022, -0.0054
Si, 0, 0.0012, -0.0032
Si, 0.0031, 0.0012, -0.0001
Si, 0.0031, -0.0039, -0.0003
Si, 0, -0.0002, -0.0003
Si, 0.0004, 0.0021, -0.003
Si, 0.0002, 0.0006, 0.0034
Si, -0.0004, 0.0006, -0.0014
Si, 0, 0.0003, -0.0027
Si, -0.0002, 0.0008, -0.0034
Si, -0.0008, 0.0019, 0.0012
Si, 0.0006, -0.0006, -0.0011
Si, 0.0006, 0.0004, 0.0016
Si, -0.0005, 0.0002, -0.0022
Si, 0.0002, -0.0016, -0.0078
Si, -0.0013, -0.0001, 0.0002
Si, -0.0009, 0.0001, -0.0007
Si, -0.0004, 0.0014, 0.003
Si, 0.0003, -0.0004, -0.004
Si, 0.0012, 0.0012, -0.0024
Si, -0.0016, 0.0002, -0.0036
Si, -0.0001, -0.0005, -0.0038
Si, 0.0021, -0.0013, -0.003
Si, 0.0026, 0.0001, 0.0027
Si, 0.0006, 0.0011, 0.0013
Si, 0, -0.0006, -0.0026
Si, -0.0011, -0.0004, -0.0008
Si, 0.001, -0.0018, 0.0007
Si, 0.0013, -0.0001, -0.0015
Si, 0.0032, -0.0019, -0.0026
Si, 0.0021, 0.0035, 0.0002
Si, -0.0011, -0.0018, 0.0045
Si, 0.0006, -0.0014, -0.0011
Si, -0.0002, 0.001, -0.0026
O, 0.0001, 0.0006, 0.0017
O, -0.0007, 0.0008, 0.0004
O, 0.0004, 0.0005, -0.0019
O, 0, -0.0013, -0.0008
O, 0.0001, 0.0006, -0.0015
O, -0.0001, 0.0005, -0.002
O, -0.0005, -0.0003, -0.0002
O, 0.0023, 0.0005, 0.0007
O, 0.0017, -0.0002, 0.003
O, 0.0011, -0.0017, -0.0013
O, -0.0015, -0.0013, 0.0004
O, 0.0019, -0.0002, 0.0024
O, -0.0004, 0.0007, 0.002
O, -0.0008, -0.0009, -0.0023
O, 0.002, 0.0018, -0.0015
O, 0.0001, 0.0003, 0.0014
O, -0.0006, 0.0004, 0.0002
O, -0.0002, -0.0007, 0.0003
O, -0.0009, 0.0001, 0.0006
O, 0, -0.0005, 0.0013
O, -0.0056, -0.0015, 0.0017
O, 0.0021, -0.0034, -0.0041
O, 0.001, 0.0001, -0.0013
O, 0.0008, -0.0001, 0.0014
O, 0.0024, -0.0024, 0.0003
O, -0.0036, 0.0008, -0.0026
O, 0.0005, -0.0006, -0.0014
O, -0.0006, 0.0007, -0.0011
O, -0.0009, -0.0024, 0.0004
O, 0.0012, 0.0007, -0.0015
O, -0.0011, 0.0013, 0.0029
O, 0.0008, 0.0016, -0.0005
O, 0.0014, -0.0003, -0.0001
O, -0.0006, 0.0004, -0.0007
O, -0.0015, -0.0007, 0.0002
O, 0.0003, -0.0013, -0.0003
O, 0.0009, -0.0012, -0.0006
O, -0.0024, -0.0009, -0.0002
O, 0.0001, -0.0004, 0.0024
O, -0.003, 0.0011, -0.0009
O, -0.0004, -0.0001, 0.0028
O, -0.0003, 0.0006, 0.0004
O, 0.0007, -0.0023, 0.0018
O, 0.0015, 0.0016, -0.0013
O, -0.0005, -0.0011, -0.0003
O, -0.0006, -0.0008, 0.0018
O, 0.0005, 0.0005, -0.0019
O, 0.0004, 0.0013, -0.0013
O, 0.001, -0.0017, 0.0023
O, 0.0002, 0, 0.001
O, 0.0013, -0.0007, 0.0007
O, -0.0002, -0.0013, -0.0006
O, -0.0002, -0.0006, -0.0024
O, 0.0002, -0.0002, 0.0013
O, 0.0005, -0.0017, 0.0017
O, 0.0002, -0.0018, -0.0021
O, -0.0008, 0.0006, -0.0004
O, -0.0007, 0.0013, 0.0012
O, -0.0007, 0.0022, 0.0019
O, -0.0007, -0.0002, -0.0007
O, -0.0009, -0.0055, -0.0021
O, -0.0008, -0.0013, 0.0006
O, -0.0021, -0.0005, 0.0009
O, -0.0005, 0.0011, -0.0014
O, -0.0013, -0.0007, -0.0007
O, 0.0002, 0.0005, 0.0002
O, -0.0005, -0.0005, -0.0012
O, -0.0006, -0.0003, 0.0003
O, -0.0011, -0.0002, -0.0061
O, 0.0001, 0.0011, 0
O, 0.0001, -0.0006, -0.0008
O, -0.0011, 0.0003, -0.0005
O, -0.0012, 0.0016, -0.0011
O, -0.001, 0.0009, 0.0022
O, -0.0007, 0.0025, 0.0012
O, 0.0008, 0.0013, -0.0028
O, 0.0017, 0.002, 0.0021
O, -0.0008, 0.0004, 0.0031
O, -0.0006, -0.0011, -0.001
O, -0.0009, 0.0002, 0.0017
O, -0.0002, -0.0017, 0.0009
O, 0.0014, -0.0006, 0.0009
O, 0.0043, 0, -0.0032
O, -0.0012, 0.0015, -0.0043
O, -0.0004, -0.0006, 0.003
O, 0.0026, -0.0001, 0.001
O, 0.0026, 0.0027, 0.0005
O, 0.0017, 0.0001, -0.0008
O, -0.0004, 0.0002, -0.0014
O, -0.0005, -0.0017, -0.0005
O, -0.0001, 0.0003, 0.0001
O, 0.0009, 0.0013, 0.0028
O, 0.0003, 0.0025, 0
O, -0.0015, -0.0019, -0.0001
O, -0.0001, 0.0014, 0.0003
O, 0.0023, 0.0005, -0.0004
O, -0.004, -0.001, -0.0031
O, 0, -0.0001, 0.0026
O, 0.0005, 0.0006, -0.0014
O, 0.0004, -0.0021, 0.0003
O, -0.0005, 0.0016, 0.002
O, -0.0007, -0.0021, 0.0002
O, -0.0009, -0.0001, 0
O, -0.0006, -0.0004, 0.0013
O, 0.0007, -0.0009, -0.0011
O, 0.0021, 0.0006, -0.0025
O, -0.0037, -0.0013, -0.0011
O, -0.0021, -0.001, -0.0012
O, 0.0009, 0.0046, 0.0001
O, -0.0008, -0.0004, -0.0008
O, -0.0006, 0.0004, -0.0024
O, 0.0008, 0, 0.0001
O, 0.001, 0.0009, 0.0002
O, 0.0005, -0.0011, -0.0026
O, 0.0009, -0.0005, 0.002

The program warned: the cutoff lies below the one the program advises for these potential files; the forces do not sum to zero within the program's tolerance; empty levels may hold ghost states of the PAW files; the exchange-correlation potential is rough where the density is thin.
